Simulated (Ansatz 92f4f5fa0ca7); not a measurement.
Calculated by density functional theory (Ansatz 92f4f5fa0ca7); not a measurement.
Periodic cell of 220 atoms, Si132O88, from a study of silicon, its oxide and their interface. The atomic structure is a simulated model.
Doubt: the cutoff is low for norm-conserving oxygen, so forces and energies are approximate.
Doubt: the program's own warning below bears on the result.

Settings
functional: HSE06
potential files: SPMS norm-conserving
basis: plane waves
wave-function cutoff: 800 eV
density cutoff ratio: 4
exchange-correlation grid ratio: 1
k mesh: 1 x 1 x 1, Gamma-centred
occupations: fixed
spin: none
net charge: 0

Cell vectors (angstrom)
a, 10.938, 0, 0
b, 0, 10.938, 0
c, 0, 0, 32.2119

Atoms: element, x, y, z (angstrom)
Si, -0.2277, 0.2332, 24.6605
Si, 5.7135, -0.3434, 24.7289
Si, 2.511, 2.8149, 24.7376
Si, 8.4622, 2.4724, 24.6702
Si, 0.1903, 4.9687, 24.6111
Si, 5.2326, 5.7999, 25.0137
Si, 2.9652, 7.9122, 24.7648
Si, 7.9639, 8.3862, 24.7523
Si, 1.3177, 1.3279, 26.0831
Si, 6.8496, 1.3158, 25.9884
Si, 4.0696, 4.0467, 26.0549
Si, 9.5627, 4.0156, 26.0763
Si, 1.2895, 6.726, 25.9201
Si, 6.8346, 6.9305, 26.2326
Si, 4.0955, 9.5193, 26.0777
Si, 9.5661, 9.5784, 26.0051
Si, 2.7356, -0.0133, 27.4146
Si, 8.2158, -0.0051, 27.4192
Si, 0.0039, 2.7144, 27.4708
Si, 5.4914, 2.7088, 27.3899
Si, 2.6987, 5.448, 27.4028
Si, 8.2213, 5.4544, 27.4303
Si, 0.0069, 8.1767, 27.3534
Si, 5.4464, 8.2542, 27.5266
Si, 4.1018, 1.3673, 28.7936
Si, 9.5708, 1.3673, 28.7936
Si, 1.3673, 4.1018, 28.7936
Si, 6.8362, 4.1018, 28.7936
Si, 4.1018, 6.8362, 28.7936
Si, 9.5708, 6.8362, 28.7936
Si, 1.3673, 9.5708, 28.7936
Si, 6.8362, 9.5708, 28.7936
Si, 0, 0, 30.1609
Si, 5.469, 0, 30.1609
Si, 2.7345, 2.7345, 30.1609
Si, 8.2035, 2.7345, 30.1609
Si, 0, 5.469, 30.1609
Si, 5.469, 5.469, 30.1609
Si, 2.7345, 8.2035, 30.1609
Si, 8.2035, 8.2035, 30.1609
Si, 1.3673, 1.3673, 31.5281
Si, 6.8362, 1.3673, 31.5281
Si, 4.1018, 4.1018, 31.5281
Si, 9.5708, 4.1018, 31.5281
Si, 1.3673, 6.8362, 31.5281
Si, 6.8362, 6.8362, 31.5281
Si, 4.1018, 9.5708, 31.5281
Si, 9.5708, 9.5708, 31.5281
Si, 2.7345, 0, 0.6835
Si, 8.2035, 0, 0.6835
Si, 0, 2.7345, 0.6835
Si, 5.469, 2.7345, 0.6835
Si, 2.7345, 5.469, 0.6835
Si, 8.2035, 5.469, 0.6835
Si, 0, 8.2035, 0.6835
Si, 5.469, 8.2035, 0.6835
Si, 4.1018, 1.3673, 2.0507
Si, 9.5708, 1.3673, 2.0507
Si, 1.3673, 4.1018, 2.0507
Si, 6.8362, 4.1018, 2.0507
Si, 4.1018, 6.8362, 2.0507
Si, 9.5708, 6.8362, 2.0507
Si, 1.3673, 9.5708, 2.0507
Si, 6.8362, 9.5708, 2.0507
Si, 0, 0, 3.418
Si, 5.469, 0, 3.418
Si, 2.7345, 2.7345, 3.418
Si, 8.2035, 2.7345, 3.418
Si, 0, 5.469, 3.418
Si, 5.469, 5.469, 3.418
Si, 2.7345, 8.2035, 3.418
Si, 8.2035, 8.2035, 3.418
Si, 1.3579, 1.3715, 4.8267
Si, 6.8294, 1.3711, 4.858
Si, 4.1954, 3.9963, 4.6826
Si, 9.5255, 4.1165, 4.805
Si, 1.3261, 6.911, 4.7424
Si, 6.8701, 6.8289, 4.7374
Si, 4.0664, 9.6218, 4.84
Si, 9.5725, 9.5857, 4.7938
Si, 2.7224, 0.0567, 6.3381
Si, 8.2327, 0.0126, 6.2187
Si, -0.0727, 2.7389, 6.1642
Si, 5.4364, 2.7175, 6.2806
Si, 2.8521, 5.4994, 5.7718
Si, 8.206, 5.5231, 6.2035
Si, 0.0232, 8.2799, 6.2202
Si, 5.5377, 8.233, 6.0482
Si, 3.653, 1.838, 7.6879
Si, 9.8265, 1.1033, 7.6047
Si, 1.53, 4.1764, 7.0757
Si, 6.5882, 4.3676, 7.4952
Si, 4.3956, 6.5458, 7.1582
Si, 9.2971, 7.2126, 7.4944
Si, 1.1664, 9.8012, 7.6821
Si, 7.0067, 9.374, 7.4766
O, 1.4504, 3.9698, 24.2349
O, 6.8325, 9.4817, 24.2138
O, 2.5332, 3.0233, 7.6484
O, 8.1319, 8.2739, 7.9689
O, 5.429, 5.4844, 7.9228
O, 0.0203, -0.0018, 8.1417
O, 4.1294, 6.8192, 24.2971
O, 9.5982, 1.3684, 24.1444
O, 1.8256, 9.1389, 9.0736
O, 1.0787, 5.2771, 8.2291
O, 9.0577, 1.7112, 8.9637
O, 6.256, 9.9407, 8.841
O, 3.7152, 1.7085, 9.3607
O, 3.4191, 7.282, 8.2168
O, 7.2064, 3.6837, 8.8845
O, 9.9436, 6.7788, 8.9627
O, 2.9798, 1.9724, 23.3749
O, 5.0366, 0.2597, 23.345
O, 7.8951, 3.2533, 23.3003
O, 10.3325, 5.0459, 23.164
O, 8.6669, 7.6137, 23.4689
O, 2.3982, 8.6417, 23.4039
O, 6.3236, 5.2711, 23.9095
O, 0.5113, 10.566, 23.3016
Si, 2.9741, 8.045, 9.5562
Si, 9.9645, 0.2262, 13.0852
Si, 14.7544, 5.8952, 13.2448
Si, 4.4518, 1.6533, 22.7406
Si, 8.5736, 2.3432, 20.2258
Si, 10.1914, 4.9375, 21.5364
Si, 1.2146, 9.3129, 22.5148
Si, 13.1052, 4.5671, 20.189
Si, 1.9794, 5.394, 11.0476
Si, -2.0183, 10.1278, 20.1171
Si, 4.4454, 6.6372, 15.9647
Si, 7.4461, 9.3757, 12.6952
Si, 5.6772, 9.578, 10.3242
Si, 5.4036, 2.9559, 12.7172
Si, 3.1205, 12.5456, 15.9792
Si, 2.6725, 9.3634, 19.7605
Si, 5.2944, 3.836, 15.4453
Si, 3.3233, 2.6488, 10.6565
Si, 4.9363, 10.9725, 12.7089
Si, 6.4897, 4.0072, 22.9255
Si, 13.1242, 0.7085, 13.0181
Si, 8.6727, 3.2318, 9.4483
Si, 9.6096, 14.0314, 17.4178
Si, 12.2412, 2.4508, 18.3643
Si, 8.2079, 4.5373, 15.1932
Si, 4.675, -0.0923, 17.9995
Si, 4.9995, 4.8193, 20.4184
Si, 7.255, 7.6013, 15.2322
Si, 14.5532, 6.6987, 18.8584
Si, 9.4284, 7.795, 22.0293
Si, 18.2935, 9.6995, 17.4053
Si, 10.7535, 5.4036, 9.2527
Si, 5.5278, 13.0152, 19.9349
Si, 0.3971, -0.5718, 18.4176
Si, 9.5532, 11.2253, 16.1599
Si, 8.5918, 3.0741, 12.5787
O, 6.9922, 13.783, 12.653
O, 6.9965, -8.7125, 20.6441
O, 11.7158, 0.9705, 18.7884
O, 4.8409, 4.131, 13.8174
O, 2.0982, 2.4008, 16.9551
O, 9.7873, 10.794, 14.6416
O, 5.5275, 1.169, 18.5927
O, 3.3705, 10.4788, 12.9332
O, 2.5465, 4.0424, 10.2927
O, 0.3498, 5.3317, 10.7963
O, 5.101, 3.5507, 19.3984
O, 9.4018, 3.5712, 20.9815
O, 15.8643, 6.5431, 12.4101
O, 1.6968, 9.4136, 18.447
O, 0.0747, 8.1772, 22.2267
O, 13.3834, 5.5527, 18.8983
O, 16.6705, -1.1561, 17.3769
O, 10.6052, 10.2943, 16.98
O, 4.5052, 1.5616, 21.1127
O, 2.4261, 5.2712, 12.6228
O, 6.2478, 4.7206, 21.4627
O, 8.6511, 9.0659, 21.3274
O, 8.0137, 10.9728, 16.6198
O, 3.1781, 7.8426, 19.9224
O, 15.9806, 6.1395, 19.4622
O, 4.911, 12.4802, 13.3351
O, 8.8656, 10.1764, 12.345
O, 8.9418, 4.1373, 13.7776
O, 6.2047, 10.2224, 13.4169
O, 7.7788, 8.2625, 13.8363
O, 7.821, 8.3573, 16.5842
O, 4.2784, 8.7569, 10.2121
O, 4.7395, 3.2051, 11.2838
O, 5.2856, 10.9758, 11.1079
O, 4.4491, 13.4889, 15.8796
O, 3.9312, 10.2924, 19.3358
O, 6.8921, 3.5571, 15.4096
O, 13.0789, 3.0295, 19.6284
O, 0.6539, 11.0672, 12.7662
O, -1.5356, 6.3611, 21.1876
O, 5.631, 7.5842, 15.3967
O, 5.0045, 5.1374, 16.35
O, 3.7861, 7.2409, 17.3266
O, 0.0711, 3.4939, 18.136
O, 11.7086, 4.938, 20.9212
O, 7.8066, 6.0873, 15.1822
O, 5.3382, 2.9176, 23.2498
O, 12.8778, 9.8459, 21.1379
O, 9.054, 11.7252, 20.5249
O, 2.4776, 1.803, 11.8041
O, 2.3377, 1.3288, 14.5586
O, 9.1302, 4.3472, 16.5168
O, 3.6402, 0.2723, 16.7766
O, 9.4988, 12.6946, 12.8075
O, 10.3796, -1.2101, 19.5514
O, 7.8031, 9.7952, 18.9724
O, 14.4434, 15.6742, 21.1545
O, 6.8451, -2.0736, 11.2497
O, 14.3104, 6.3733, 14.7586
O, 2.3971, 6.8952, 10.5514
O, 9.8011, 4.1789, 8.7762
O, 8.8311, 3.5227, 11.0392
O, 9.8631, 1.8639, 16.3761
O, 8.5849, 2.6595, 18.6126

Results
free energy: -54371.645 eV
free energy less fixed offsets of O -447.96, Si -113.29 eV per atom: 3.115 eV
gap between the highest filled and lowest empty level on this k mesh: 1.211 eV

The program warned: the cutoff lies below the one the program advises for these potential files; the model core charge is not resolved on the grid; the forces do not sum to zero within the program's tolerance; the exchange-correlation potential is rough where the density is thin.
